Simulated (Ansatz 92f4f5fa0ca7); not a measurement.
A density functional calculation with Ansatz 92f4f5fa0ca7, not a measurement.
Periodic cell of 237 atoms, Si146O90P1, from a study of silicon, its oxide and their interface. The atomic structure is a simulated model.
Doubt: the cutoff is far below the 930 eV that the study's wrapper takes by default for these files, so forces and energies are approximate.

Settings: functional PBE; potential files Ansatz PAW; basis plane waves; wave-function cutoff 580 eV; density cutoff ratio 5; exchange-correlation grid ratio 1; k mesh 1 x 1 x 1, Gamma-centred; self-consistency stop 5e-08 eV per atom in the density residual; occupations fixed; spin none; net charge +1 e, with a uniform compensating background and no finite-size correction.

Cell vectors (angstrom)
a 11.6015 0 0
b 0 10.938 0
c 0 0 32.0622

Atoms and the computed forces on them: element, x, y, z (angstrom), force x, y, z (eV/angstrom)
Si -0.197 -0.062 23.2871 -0.0131 0.0404 -0.1645
Si 3.6696 0.2044 23.1125 -0.0189 -0.0144 -0.1691
Si 7.5521 -0.1297 23.4537 -0.0061 -0.0397 -0.1122
Si 1.6869 1.3791 23.4263 -0.0183 0.0103 -0.1475
Si 5.7329 1.4124 23.1969 0.0122 0.0514 -0.1494
Si 9.4414 1.2347 23.3679 -0.016 0.0218 -0.1502
Si 0.1617 5.3193 23.4675 -0.0253 -0.0348 -0.1522
Si 4.1209 5.3054 23.4002 0.0249 -0.0417 -0.1495
Si 8.0346 5.6169 23.5503 0.0184 -0.0558 -0.1231
Si 2.1571 6.5929 23.3785 0.0039 0.0388 -0.1548
Si 5.9678 6.7763 23.4835 -0.0062 0.0388 -0.1225
Si 10.0113 6.8764 23.6039 0.039 0.0078 -0.1402
Si 1.8996 2.6731 25.3907 0.0201 0.0297 -0.0162
Si 5.83 2.6662 25.2599 0.0127 0.0123 0.0071
Si 9.6288 2.6952 25.268 -0.0095 0.0062 -0.019
Si 11.5947 4.0125 25.3932 -0.001 -0.007 0.0133
Si 3.8895 3.9815 25.3296 -0.0243 0.0039 0.0227
Si 7.7434 4.1034 25.3527 0.0163 0.014 0.0301
Si 1.9716 8.1594 25.2017 -0.0075 0.0067 0.0141
Si 5.7736 8.171 25.3714 -0.0024 -0.0072 0.0212
Si 9.7095 8.2733 25.4382 -0.0117 -0.0098 0.0435
Si 11.6374 9.5676 25.2867 0.0043 -0.0417 0.0142
Si 3.8644 9.5916 25.0798 0.0073 -0.003 -0.0202
Si 7.6878 9.5248 25.4156 0.0097 -0.0105 -0.0068
Si 11.6475 0.016 27.2254 0.0002 -0.0434 0.023
Si 3.9043 -0.0489 27.121 0.0177 -0.0184 -0.0405
Si 7.7562 -0.0152 27.2936 -0.0002 -0.0378 0.0133
Si 1.9916 1.3155 27.2834 -0.0096 0.0238 0.0056
Si 5.8303 1.3266 27.2036 -0.0027 0.0183 -0.0271
Si 9.6871 1.3347 27.2082 0.0035 0.0303 -0.0407
Si 11.5908 5.4778 27.2426 -0.0083 0.0267 -0.0086
Si 3.8352 5.4265 27.2296 -0.0056 -0.0173 0.0022
Si 7.7218 5.4696 27.2843 0.0206 -0.0175 0.0025
Si 1.9263 6.8413 27.1873 0.0037 -0.0154 -0.052
Si 5.7578 6.7985 27.2825 0.0182 0.0005 0.0493
Si 9.665 6.8381 27.305 -0.0223 0.0029 -0.0203
Si 1.9277 2.7169 29.1807 -0.0292 -0.0318 0.0149
Si 5.7942 2.7207 29.1238 0.0103 -0.0252 0.0425
Si 9.6981 2.7268 29.1305 -0.0259 -0.0356 0.0589
Si 0.013 4.1066 29.1665 0.0098 0.0092 -0.0622
Si 3.8573 4.0803 29.1818 0.0482 0.0565 0.0074
Si 7.7365 4.0775 29.1979 -0.0035 0.0414 -0.0195
Si 1.9484 8.2008 29.1455 -0.0321 -0.0058 -0.0122
Si 5.7911 8.1853 29.1955 0.0404 -0.0371 -0.0765
Si 9.6613 8.2081 29.2419 0.0415 -0.0312 -0.0507
Si 0.005 9.573 29.1737 -0.0073 -0.0352 -0.1211
Si 3.8786 9.5634 29.1016 -0.0067 0.0385 0.0822
Si 7.7281 9.5522 29.2083 -0.0353 0.0141 -0.0147
P 0.0021 0.005 31.0966 0.0129 0.005 0.0041
Si 3.8626 -0.0089 31.0663 -0.0176 -0.0849 -0.026
Si 7.7347 -0.0038 31.1166 0.0329 -0.0265 0.0037
Si 1.9254 1.3664 31.1227 0.0089 0.0481 -0.0098
Si 5.7986 1.3753 31.0655 -0.0147 0.0779 -0.0128
Si 9.6788 1.3697 31.0907 -0.0342 0.0165 -0.0139
Si 0.0087 5.4689 31.0951 0.0037 -0.0229 -0.0109
Si 3.8692 5.4747 31.0995 -0.0013 -0.0857 0.0169
Si 7.7392 5.4652 31.1237 0.0064 -0.0753 -0.0069
Si 1.9364 6.8318 31.0738 0.0367 0.0436 -0.0131
Si 5.8036 6.8273 31.1152 0.0006 0.025 0.0289
Si 9.6783 6.8181 31.1407 -0.0357 0.0428 0.0301
Si 1.9132 2.7444 1.0019 0.0019 -0.0174 -0.0286
Si 5.7958 2.7431 0.9307 0.0242 -0.0228 0.0073
Si 9.6864 2.7307 0.9838 -0.0256 -0.0403 -0.0378
Si -0.0127 4.1152 0.9582 0.0304 0.0184 0.069
Si 3.8609 4.1029 0.9669 0.0128 0.0494 -0.0175
Si 7.7459 4.0971 0.9879 -0.049 0.0289 -0.024
Si 1.9433 8.2218 0.9247 -0.0259 -0.0124 0.0315
Si 5.8027 8.2212 0.9598 -0.0188 -0.0305 0.0624
Si 9.6594 8.2279 0.9825 0.0559 -0.0217 0.0038
Si 0.0015 9.5967 0.9638 -0.013 -0.0137 0.09
Si 3.8697 9.5891 0.9667 0.0081 0.0322 -0.0429
Si 7.7358 9.5826 0.9893 -0.035 0.0219 -0.0117
Si 11.6091 0.0511 2.9066 0.004 -0.0309 -0.0022
Si 3.8575 0.0195 2.9166 0.023 -0.0216 0.019
Si 7.74 0.0202 2.9059 -0.0175 -0.0185 0.0121
Si 1.9391 1.3962 2.9328 0.0052 0.0383 0.0266
Si 5.8117 1.3627 2.8366 -0.0051 0.0382 0.0073
Si 9.6568 1.3812 2.9254 -0.002 0.0376 0.0262
Si 11.5642 5.5027 2.8681 0.0187 0.0322 0.015
Si 3.8713 5.4947 2.8988 -0.0209 -0.0077 0.0087
Si 7.7465 5.5121 2.9071 0.0179 -0.0028 0.0182
Si 1.9055 6.8317 2.8508 0.001 -0.0001 0.0178
Si 5.8113 6.8542 2.8811 -0.0076 0.0176 -0.0402
Si 9.669 6.9107 2.9581 -0.003 -0.0039 0.0427
Si 1.9115 2.8316 4.8215 0.0108 0.0159 0.0168
Si 5.8373 2.7245 4.7452 0.0007 0.0198 -0.0349
Si 9.5999 2.7956 4.8327 0.0044 0.0217 0.018
Si 11.5417 4.1329 4.7785 -0.0099 -0.0041 -0.0116
Si 3.9169 4.0965 4.8154 -0.0083 0.0153 -0.0081
Si 7.7198 4.206 4.8754 0.0064 0.0089 0.0079
Si 1.8885 8.147 4.7979 -0.0087 -0.0018 -0.0124
Si 5.8093 8.254 4.7824 0.0044 -0.0078 -0.0003
Si 9.6609 8.3202 4.9031 0.0135 0.0027 -0.0019
Si 11.6318 9.649 4.8657 -0.0014 -0.0528 -0.013
Si 3.8192 9.4812 4.7871 -0.001 -0.0012 -0.0066
Si 7.7223 9.6724 4.8868 -0.0091 -0.0035 -0.0006
Si 11.5954 0.2237 6.7641 -0.0059 0.0272 0.173
Si 3.7537 -0.0592 6.6548 -0.0121 -0.023 0.1565
Si 7.7116 0.0504 6.9084 0.008 -0.0475 0.1396
Si 2.0486 1.4992 6.7547 0.0204 0.0134 0.1355
Si 5.7127 1.2727 6.6215 -0.0264 0.0425 0.1084
Si 9.6457 1.5165 6.83 -0.0055 0.0348 0.1501
Si 11.525 5.494 6.6983 -0.0034 -0.0341 0.1389
Si 3.9813 5.4259 6.7852 0.0035 -0.0279 0.1221
Si 7.7375 5.6666 6.8231 -0.0184 -0.0597 0.1443
Si 1.9748 6.6388 6.6493 0.0028 0.0414 0.161
Si 5.8116 6.972 6.7436 -0.008 0.0494 0.1327
Si 9.7549 7.0365 6.9066 0.0119 0.0486 0.1489
O 9.9939 7.9688 8.2957 -0.0489 -0.1071 -0.2117
O 7.6595 9.9284 8.219 0.0422 0.1186 -0.2062
O 7.4013 4.7246 8.1583 0.0047 0.0986 -0.2881
O 3.372 10.3457 8.2077 -0.0049 0.0793 -0.3126
O 2.0427 7.5447 8.0274 0.0036 -0.0825 -0.2998
O 4.0051 4.5772 8.2403 -0.013 0.0876 -0.1753
O 9.7802 2.4411 8.2212 -0.0333 -0.1239 -0.2307
O 2.6126 2.3332 8.118 -0.0747 -0.0636 -0.1742
O 11.3842 4.5676 8.0688 0.0474 0.1063 -0.2267
O 5.362 2.3546 7.8274 0.0603 -0.0784 -0.185
O 5.8128 7.9756 8.0839 -0.0265 -0.1103 -0.2132
O 11.3212 10.3022 8.1446 0.0476 0.128 -0.2896
O 11.2737 10.0866 21.8089 0.0304 0.1004 0.2443
O 3.2303 10.7124 21.5358 -0.0164 0.0832 0.2811
O 5.7776 7.781 22.165 -0.0217 -0.1087 0.1983
O 4.2219 4.4601 21.9486 -0.0586 0.0806 0.2172
O 7.685 9.6933 22.1933 0.0314 0.0872 0.1883
O 10.3281 7.6676 22.1786 -0.0367 -0.0875 0.2347
O 1.6152 2.4001 22.1179 0.0449 -0.1054 0.2133
O 5.9427 2.4454 21.8883 0.0058 -0.1215 0.1998
O 8.4435 4.7062 22.2175 -0.0031 0.0671 0.2648
O -0.067 4.454 22.045 -0.0119 0.0957 0.2078
O 2.3293 7.3911 21.9401 0.005 -0.0912 0.2946
O 9.1228 1.8871 21.8714 -0.0016 -0.0883 0.2968
Si 1.9143 7.7785 9.6092 -0.0121 -0.0393 0.3492
Si 5.0334 0.5827 17.6916 0.0427 0.0127 -0.1828
Si 2.493 5.4223 14.0257 0.0258 -0.0018 0.0363
Si 10.5681 3.861 14.0579 -0.0223 -0.0011 0.0684
Si 8.2814 2.3861 15.2625 0.0138 0.0328 -0.0317
Si 9.5465 2.2478 20.3454 -0.0159 -0.0272 -0.3473
Si 10.5043 3.6452 9.0747 0.0266 0.0104 0.3774
Si 0.0304 2.3146 11.5687 0.0172 -0.0342 0.2349
Si 11.0198 8.1381 15.395 0.0134 0.004 -0.0076
Si 5.1665 6.9336 13.9919 -0.0304 -0.0063 0.0824
Si 5.7487 2.6163 11.1182 0.036 -0.0282 0.2735
Si 8.5833 7.6727 19.392 0.0021 -0.0126 -0.2678
Si 8.1194 4.8503 20.6318 0.0099 0.0327 -0.3014
Si 5.9187 9.5907 15.2057 -0.0084 -0.0317 -0.0201
Si 2.1155 7.6453 20.3516 0.0153 -0.0374 -0.3294
Si 1.9285 4.8959 18.7971 -0.0179 -0.007 -0.2677
Si 4.4958 3.4456 18.0198 0.015 0.0131 -0.2282
Si 8.5056 8.9308 16.8216 0.011 0.0295 -0.1396
Si 0.8284 9.4814 13.2982 0.0058 0.0038 0.0975
Si 9.9085 10.6503 11.7184 -0.0038 0.0469 0.2313
Si 5.3504 3.7126 21.021 0.0101 -0.0026 -0.3594
Si 0.5907 5.5273 16.2657 -0.0112 0.0171 -0.1054
Si 10.7828 9.1444 9.1408 -0.0141 -0.0128 0.3938
Si 6.5701 8.904 21.2916 -0.0049 0.008 -0.3187
Si 7.1149 7.1028 11.4827 -0.0062 -0.0136 0.2674
Si 2.6736 0.7357 12.2149 -0.0352 0.0261 0.1988
Si 10.8945 8.6856 21.0438 -0.0139 -0.045 -0.3448
Si 6.0382 4.3239 15.6353 0.0241 0.0113 -0.0637
Si 7.0863 0.4898 12.9759 0.0049 -0.0083 0.1316
Si 4.0583 2.9714 8.5917 0.028 -0.0162 0.3431
Si 0.8801 6.7387 11.8999 -0.0319 -0.015 0.2119
Si 6.5684 9.0421 9.0734 -0.0036 -0.019 0.3635
Si 0.6671 3.2903 21.1495 0.0075 0.0164 -0.3481
Si 9.8005 6.5063 12.8935 0.0103 -0.0185 0.1198
Si 7.7114 4.5325 9.7443 -0.0361 -0.0026 0.3512
Si 3.9891 10.0757 20.224 0.024 -0.0041 -0.3538
Si 4.2625 3.0382 13.5314 -0.0359 0.0171 0.0906
Si 3.853 10.0097 9.737 -0.0083 0.017 0.3615
Si 8.0541 0.7814 18.0379 -0.0376 -0.0167 -0.2032
O 11.5085 3.2233 12.904 0.0184 -0.0307 -0.0984
O 9.336 4.47 9.8797 0.0304 -0.02 -0.129
O 8.806 3.6093 19.8589 -0.0074 0.0142 0.114
O 4.0337 -0.056 18.8145 -0.0405 -0.0646 0.1751
O 11.3394 4.5331 15.3159 0.0049 0.0052 0.0055
O 9.8573 9.7953 10.3197 0.0393 -0.0707 -0.2207
O 3.7631 1.5358 13.1361 -0.0082 -0.0263 -0.0597
O 0.6494 9.0628 14.8648 0.0004 0.0033 -0.0294
O 6.4717 0.9781 18.3836 0.0016 0.0029 0.0675
O 4.7597 3.1704 19.6109 0.0387 0.0176 0.2338
O 6.2498 1.1828 11.7471 -0.0313 0.0423 -0.1024
O 0.5387 8.6196 9.8659 -0.0325 0.0317 -0.1384
O 5.6451 4.3165 17.2298 -0.0314 -0.0182 0.0852
O 8.4431 7.1914 12.3911 -0.0451 0.0122 -0.0781
O 4.4032 2.6348 10.1575 -0.0771 0.0216 -0.2282
O 2.0764 5.6556 15.5826 -0.0074 -0.0038 0.017
O 3.3778 0.0661 10.916 0.0539 -0.0716 -0.1872
O 5.8893 7.2164 12.5501 0.049 0.0071 -0.1125
O 2.3061 6.3528 19.3992 -0.0001 0.0835 0.1322
O 0.6559 4.9502 17.7831 0.0356 -0.0174 0.1193
O 8.4118 10.6863 12.3668 0.036 -0.014 -0.0693
O 5.4729 10.0672 9.6981 0.0248 -0.0096 -0.1207
O 0.6029 8.212 20.1998 -0.0372 0.0188 0.1243
O 9.7745 2.6061 14.6989 0.0014 -0.0006 -0.0106
O 2.0004 10.5912 13.2209 0.0183 0.0178 -0.0554
O 9.9461 9.1112 16.1068 -0.0238 -0.0029 0.0327
O 6.1459 10.3597 13.7796 0.0094 0.0151 -0.0352
O 7.4733 1.5975 14.1002 -0.0123 -0.0199 -0.0362
O 1.6463 3.9158 20.0402 -0.0545 -0.0654 0.1951
O 5.9032 5.7895 14.9196 -0.0008 -0.0006 -0.0055
O 7.341 8.952 15.6978 0.0154 -0.0008 0.0329
O 1.5076 1.669 11.6011 -0.0108 0.01 -0.0716
O 7.1974 8.2847 10.3648 -0.0232 0.0855 -0.2001
O 4.3197 1.9919 17.2857 -0.0004 0.005 0.059
O 7.0313 3.1605 10.2818 0.0425 0.0437 -0.1255
O 11.5423 7.01 16.4339 0.0026 -0.0096 0.0286
O 8.2839 10.1411 17.8505 0 0.0169 0.0721
O 3.2608 8.5377 10.1092 0.0032 0.0095 -0.1148
O 7.5868 3.8383 15.5197 -0.0072 -0.0041 0.0121
O 3.1425 4.3147 17.905 -0.0214 0.0097 0.0816
O 2.9049 3.8934 13.7065 0.0072 -0.0135 -0.0233
O 1.3347 8.2022 12.4441 0.0065 -0.0285 -0.0842
O 1.2082 5.6788 13.0738 -0.021 0.0211 -0.0675
O 4.9802 8.3038 14.8637 0.0074 0.0037 -0.0098
O 11.1687 2.3939 20.3416 0.0271 0.0135 0.1198
O 10.9779 9.9889 12.7526 -0.0395 0.0134 -0.0775
O 5.2892 3.5766 12.3667 0.0314 -0.0135 -0.1124
O 5.0888 3.1938 14.921 -0.0044 -0.0068 -0.0104
O 6.488 4.8063 20.5639 -0.0131 -0.0046 0.1115
O 8.3955 1.5619 16.6553 -0.0049 -0.031 0.0856
O 10.4067 1.2409 11.4577 0.0008 0.0082 -0.0748
O 10.8755 6.6071 11.6626 0.0225 0.0085 -0.082
O 3.2641 8.6762 19.8553 -0.0124 0.0056 0.107
O 1.7197 6.4334 10.5273 0.0349 0.0395 -0.1695
O 7.1681 8.2031 19.9721 -0.064 0.0392 0.1631
O 8.4983 7.5879 17.7599 0.0034 -0.0318 0.1481
O 3.6763 6.4336 13.6108 -0.0004 0.0017 -0.0237
O 9.571 4.9602 13.3618 -0.004 0.0183 -0.0418
O 5.5235 10.0024 20.7485 0.0365 -0.016 0.136
O 10.3212 7.3766 14.149 -0.0062 -0.0114 -0.0377
O 8.7832 6.1689 19.9679 -0.0122 -0.0568 0.1167
O 7.0644 5.7085 10.652 0.0226 -0.0675 -0.1366
O 5.2603 10.5451 16.3793 -0.013 0.0349 0.0672
O 9.0483 1.1509 19.2647 0.0633 0.0606 0.1696
O 11.5717 3.1658 10.1896 -0.0512 0.0616 -0.2081
O 9.7437 8.7119 19.8897 0.0676 0.0301 0.1549

Results
free energy: -144757.589 eV
free energy less fixed offsets of O -568.88, P -755.39, Si -635.61 eV per atom: -3.939 eV

The program warned: the cutoff lies below the one the program advises for these potential files; the forces do not sum to zero within the program's tolerance; the exchange-correlation potential is rough where the density is thin.
